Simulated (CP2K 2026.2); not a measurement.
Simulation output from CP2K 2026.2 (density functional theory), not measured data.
Periodic cell of 504 atoms, Si360O144, from a study of silicon, its oxide and their interface. The atomic structure is a simulated model.
Doubt: the forces sum to 2.43 eV/angstrom along one axis rather than to zero, so they err by at least 0.0048 eV/angstrom per atom on average; the grid cutoff is modest.

Settings: functional PBE; method Gaussian and plane waves; basis set DZVP-MOLOPT-SR-GTH; pseudopotentials GTH-PBE; grid cutoff 350 Ry, relative cutoff 50 Ry; k points Gamma only; occupations fixed; spin none; net charge 0.

Cell vectors (angstrom)
a 16.32 0 0
b 0 16.32 0
c 0.1906 8.0699 33.7316

Atoms and the computed forces on them: element, x, y, z (angstrom), force x, y, z (eV/angstrom)
Si 1.565 14.814 0.021 -0.317 0.192 0.692
Si 4.244 1.286 0.104 -0.284 0.246 0.629
Si 1.152 12.424 33.525 0.355 -0.335 0.71
Si 4.284 6.55 0.026 -0.166 0.182 0.758
Si 1.193 9.745 0.071 0.17 -0.149 0.7
Si 3.828 12.563 0.037 0.263 -0.296 0.743
Si 6.475 15.277 0.026 0.362 -0.301 0.628
Si 9.804 1.083 0.149 -0.149 0.156 0.737
Si 6.593 4.428 0.017 0.089 -0.241 0.734
Si 9.411 6.981 0.119 0.182 -0.16 0.734
Si 7.177 9.147 0.204 -0.189 0.058 0.811
Si 9.757 11.906 0.016 -0.124 0.217 0.728
Si 12.21 23.235 33.703 0.195 -0.276 0.677
Si 14.571 1.521 0.32 0.143 0.062 0.666
Si 12.506 3.863 0.07 -0.182 0.151 0.74
Si 15.137 6.677 0.127 -0.212 0.137 0.771
Si 12.057 9.749 0.081 0.167 -0.201 0.757
Si 15.241 11.915 0.146 -0.061 0.143 0.703
Si 2.662 16.405 1.347 0.02 -0.012 -0.043
Si 5.47 2.821 1.347 0.009 0.021 -0.048
Si 2.659 5.358 1.212 -0.025 0.012 -0.044
Si 5.452 8.095 1.381 0.005 -0.019 -0.052
Si 2.762 10.913 1.342 -0.003 0.027 -0.057
Si 5.448 13.628 1.344 -0.007 0 -0.08
Si 8.155 16.286 1.348 0 -0.011 -0.041
Si 10.904 2.728 1.389 0.013 -0.007 -0.053
Si 8.18 5.454 1.396 -0.004 0.006 -0.067
Si 10.932 8.176 1.419 -0.008 0.016 -0.05
Si 8.222 10.828 1.425 -0.001 0.005 -0.068
Si 10.883 13.555 1.278 -0.006 -0.012 -0.059
Si 13.443 16.258 1.525 -0.04 -0.025 -0.017
Si 16.287 2.762 1.291 0.024 0.037 -0.067
Si 13.607 5.449 1.411 0.013 -0.011 -0.063
Si 0.033 8.193 1.403 0.001 -0.004 -0.033
Si 13.626 10.843 1.435 -0.015 0.008 -0.038
Si 16.316 13.628 1.334 0.029 -0.009 -0.064
Si 1.309 1.418 2.693 -0.02 0.008 -0.005
Si 4.02 4.082 2.686 0.008 0.013 0.021
Si 1.405 6.776 2.671 0.011 -0.023 0.013
Si 4.109 9.524 2.681 -0.012 -0.014 0.006
Si 1.376 12.271 2.717 -0.005 0.003 0.041
Si 4.063 15.009 2.699 -0.016 -0.012 0.035
Si 6.822 1.403 2.685 0 -0.014 0.012
Si 9.516 4.065 2.724 0.007 -0.005 0.01
Si 6.804 6.777 2.784 0.005 0.011 0.036
Si 9.576 9.514 2.812 -0.005 -0.016 0.038
Si 6.806 12.231 2.68 -0.007 0.003 0.005
Si 9.498 14.887 2.686 0.019 0.021 0.016
Si 12.154 1.355 2.845 0.004 0.029 0.044
Si 14.98 4.092 2.75 -0.003 -0.014 0.032
Si 12.249 6.791 2.759 0.009 0.008 0.005
Si 14.959 9.478 2.788 0 0.002 0.018
Si 12.267 12.272 2.717 -0.009 -0.007 0.024
Si 14.944 14.939 2.731 0.008 -0.012 0.015
Si 16.299 16.341 4.054 0.003 -0.004 0.008
Si 2.702 2.72 4.072 0.017 0.006 0.002
Si 0.03 5.455 4.081 0.003 -0.01 -0.012
Si 2.745 8.154 4.041 0.005 -0.011 0.001
Si 16.331 10.892 4.081 0.011 0.018 -0.019
Si 2.729 13.63 4.074 -0.006 0.003 0.003
Si 5.446 16.356 4.044 -0.002 -0.006 0.004
Si 8.162 2.716 4.091 -0.013 -0.005 0.003
Si 5.397 5.424 4.081 0.004 0.002 -0.009
Si 8.167 8.157 4.123 -0.012 0.008 -0.015
Si 5.448 10.883 4.054 0.008 -0.002 0.013
Si 8.15 13.569 4.073 0.015 0.001 0.015
Si 10.794 16.279 4.116 -0.009 0 -0.001
Si 13.605 2.718 4.107 0.012 -0.008 -0.015
Si 10.869 5.433 4.088 -0.01 -0.004 -0.006
Si 13.607 8.129 4.136 0.002 0.009 -0.002
Si 10.927 10.905 4.113 0.012 0.002 -0.002
Si 13.608 13.597 4.11 -0.028 0.006 0.009
Si 1.35 14.961 16.315 -0.008 -0.005 -0.006
Si 4.079 17.66 16.305 0.002 0.002 -0.014
Si 1.329 4.054 16.298 -0.004 0.004 -0.011
Si 4.074 6.78 16.3 -0.017 -0.001 -0.005
Si 1.353 9.502 16.277 -0.001 -0.004 -0.007
Si 4.091 12.263 16.275 0.018 0.01 -0.01
Si 6.817 15.003 16.351 -0.002 0.01 -0.001
Si 9.503 17.695 16.384 0.01 -0.005 -0.008
Si 6.806 4.064 16.329 -0.01 -0.001 -0.009
Si 9.535 6.803 16.315 -0.002 0.011 -0.011
Si 6.815 9.504 16.296 0.002 0.004 -0.003
Si 9.563 12.274 16.289 0.015 -0.005 -0.019
Si 12.232 14.958 16.334 0.003 0.001 -0.008
Si 14.935 17.69 16.354 0.004 -0.016 -0.012
Si 12.207 4.05 16.391 -0.011 -0.006 0
Si 14.933 6.791 16.286 0.001 -0.001 -0.013
Si 12.26 9.526 16.313 -0.007 0 -0.01
Si 14.958 12.258 16.301 0.008 0.006 -0.011
Si 2.697 16.33 17.671 -0.001 -0.003 0.009
Si 5.454 18.988 17.665 0.008 0.007 0.018
Si 2.675 5.425 17.629 0.002 -0.005 0.006
Si 5.453 8.128 17.65 0.009 -0.001 -0.004
Si 2.749 10.862 17.585 -0.018 -0.003 -0.009
Si 5.423 13.639 17.651 -0.005 -0.015 0.02
Si 8.157 16.354 17.781 -0.01 0.006 0.008
Si 10.824 19.036 17.805 0.002 0.012 0.015
Si 8.174 5.445 17.667 0.013 -0.015 -0.009
Si 10.923 8.145 17.668 0.004 -0.003 0.008
Si 8.223 10.88 17.586 0.005 0.005 0.001
Si 10.874 13.623 17.722 -0.009 -0.005 0.002
Si 13.572 16.317 17.699 0.002 0.005 0.012
Si 16.307 19.044 17.715 0.001 0.009 -0.008
Si 13.619 5.421 17.682 -0.005 0.008 -0.009
Si 16.268 8.173 17.624 0.015 0.001 0.021
Si 13.589 10.93 17.666 0.002 -0.002 -0.007
Si 16.33 13.586 17.675 -0.009 0.006 0.006
Si 1.343 17.671 19.064 0.012 -0.016 -0.007
Si 4.041 20.341 18.932 -0.041 0.019 -0.035
Si 1.267 6.774 18.958 0.008 -0.031 -0.034
Si 4.085 9.51 18.952 0.001 -0.002 -0.01
Si 1.416 12.184 18.962 0.002 0 -0.025
Si 4.047 14.988 19.038 0.013 -0.011 -0.021
Si 6.781 17.719 19.164 -0.001 0.021 -0.012
Si 9.453 20.474 19.149 0.016 -0.017 -0.015
Si 6.819 6.78 19.023 -0.006 0.009 -0.007
Si 9.584 9.556 18.977 0.018 0.019 -0.041
Si 6.85 12.243 18.884 0.011 0.004 -0.045
Si 9.526 14.968 19.129 0.002 0.02 0
Si 12.191 17.606 19.122 -0.01 -0.029 -0.033
Si 14.962 20.412 19.09 0.004 0.01 0.015
Si 12.286 6.777 19.04 -0.006 0.01 -0.015
Si 14.969 9.592 18.995 0.018 0.001 -0.015
Si 12.241 12.265 19.076 0.011 -0.012 -0.003
Si 14.966 14.961 19.027 0.003 0.001 -0.037
Si 16.338 16.287 20.423 -0.012 -0.028 0.068
Si 2.712 19.038 20.387 0.011 0.016 0.073
Si 16.29 5.468 20.477 0.011 0.03 0.065
Si 2.642 8.173 20.222 -0.035 0.008 0.035
Si 16.406 10.87 20.37 -0.002 -0.019 0.048
Si 2.747 13.519 20.342 0.014 -0.012 0.029
Si 5.365 16.328 20.472 0.002 0.016 0.046
Si 8.023 19.204 20.584 -0.049 0.005 0.03
Si 5.375 5.39 20.262 0.013 -0.021 0.066
Si 8.224 8.179 20.295 -0.001 0.005 0.057
Si 5.545 10.844 20.201 0.001 -0.006 0.054
Si 8.111 13.566 20.36 -0.012 -0.017 0.062
Si 10.845 16.26 20.611 0.04 0.026 0.031
Si 13.607 19.004 20.394 -0.011 -0.024 0.065
Si 10.936 5.468 20.471 0.002 -0.007 0.045
Si 13.618 8.231 20.328 -0.015 -0.001 0.062
Si 10.911 10.894 20.439 -0.008 -0.017 0.065
Si 13.628 13.605 20.417 0.009 0.009 0.06
Si 1.172 14.634 21.652 0.088 0.181 -0.756
Si 4.175 17.877 21.822 -0.123 -0.184 -0.729
Si 1.653 20.667 21.696 -0.255 -0.124 -0.704
Si 3.794 6.595 21.426 0.044 0.088 -0.804
Si 1.206 9.267 21.701 0.123 0.237 -0.755
Si 4.411 12.349 21.528 -0.199 -0.015 -0.734
Si 6.493 14.659 21.667 0.086 0.112 -0.722
Si 9.659 17.995 21.735 -0.125 -0.227 -0.679
Si 6.235 20.285 21.914 0.389 0.086 -0.679
Si 9.827 7.17 21.65 -0.072 -0.194 -0.724
Si 7.068 9.721 21.595 -0.181 -0.142 -0.788
Si 9.229 11.976 21.669 0.164 0.154 -0.73
Si 12.565 15.118 21.885 -0.416 -0.249 -0.713
Si 14.737 17.434 21.717 0.287 0.146 -0.743
Si 12.034 20.098 21.726 0.15 0.275 -0.707
Si 15.176 7.175 21.689 -0.036 -0.206 -0.705
Si 12.115 9.336 21.755 0.13 0.256 -0.702
Si 15.267 12.453 21.64 -0.166 -0.118 -0.778
Si 5.332 8.224 23.705 -0.011 0.021 0.005
Si 7.358 15.046 24.598 0.056 0.032 -0.146
Si 9.703 6.341 24.435 0.002 -0.026 0.004
Si 12.281 21.178 24.562 -0.007 -0.153 -0.032
Si 10.429 13.341 28.678 -0.046 -0.016 0.013
Si 7.551 12.776 28.355 0.11 0.036 0.062
Si 11.348 18.725 26.208 -0.054 -0.006 0.031
Si 3.235 21.299 26.278 0.021 0.101 0.014
Si 15.329 17.812 29.545 -0.07 -0.038 0.045
Si 11.465 13.832 31.585 0.025 0.06 0.127
Si 0.518 11.458 30.682 0.134 0.191 0.061
Si 15.939 17.855 24.593 -0.047 -0.101 -0.071
Si 13.625 16.108 31.58 -0.038 0.002 0.087
Si 0.707 20.503 24.584 0.074 -0.006 -0.167
Si 9.186 19.151 28.304 -0.009 0.029 -0.007
Si 15.42 10.725 26.5 -0.006 -0.002 -0.121
Si 4.764 9.575 30.944 -0.057 0.108 0.033
Si 12.223 13.632 24.733 0.113 0.066 -0.028
Si 2.663 10.17 28.728 0.017 -0.103 0.035
Si 3.26 16.516 31.619 -0.01 0.038 0.122
Si 12.733 10.055 30.02 0.053 -0.028 -0.082
Si 8.76 7.172 29.552 0.029 0.084 0.058
Si 14.81 6.314 24.528 -0.098 -0.048 -0.07
Si 7.324 11.4 30.891 -0.043 0.001 0.061
Si 15.187 8.908 31.329 0.119 -0.138 -0.048
Si 12.955 14.536 27.544 -0.022 -0.216 -0.14
Si 14.06 17.346 26.872 0.083 -0.046 -0.034
Si 6.671 17.309 28.527 -0.126 0.128 0.069
Si 3.989 19.039 28.315 0.023 -0.024 0.078
Si 9.798 20.778 30.823 0.075 0.051 0.07
Si 2.368 16.375 23.957 0.009 0.025 -0.152
Si 8.914 17.649 24.735 0.026 0.063 -0.038
Si 12.558 22.113 30.76 -0.057 0.08 0.103
Si 2.723 14.894 26.658 0.018 -0.001 -0.081
Si 8.059 20.42 25.892 -0.001 -0.066 0.009
Si 14.524 12.369 29.003 0.15 -0.117 0.069
Si 3.256 10.407 23.793 -0.03 -0.152 -0.154
Si 10.015 7.931 26.927 0.079 0.019 -0.022
Si 1.93 7.172 28.101 -0.042 0 -0.009
Si 9.508 11.058 27.049 0.032 0.109 -0.067
Si 4.977 20.391 30.738 -0.065 0.087 0.131
Si 2.034 11.865 26.272 -0.083 -0.057 0.117
Si 13.632 11.014 23.938 0.021 -0.001 -0.114
Si 1.934 16.745 28.896 0.042 0.084 0.034
Si 0.782 23.002 30.809 -0.022 0.063 0.089
Si 15.409 7.765 27.061 0.029 -0.007 -0.023
Si 12.62 7.703 28.309 0.065 0.022 0.03
Si 15.137 20.642 30.972 -0.069 0.023 0.055
Si 9.792 9.785 30.947 -0.027 -0.061 0.073
Si 6.051 17.888 31.211 -0.039 -0.113 0.024
Si 5.786 21.847 24.698 -0.004 -0.048 -0.156
Si 9.49 12.846 24.635 -0.06 -0.013 -0.11
Si 5.734 14.775 26.956 -0.099 0.065 -0.045
Si 6.118 23.223 30.789 0.096 0.028 0.233
Si 1.352 14.982 5.419 0.002 -0.001 0.014
Si 4.076 1.365 5.424 -0.003 -0.005 0.014
Si 1.367 4.086 5.445 -0.002 0.003 0.011
Si 4.079 6.811 5.441 0.009 0.008 0.011
Si 1.375 9.512 5.414 -0.01 -0.01 -0.002
Si 4.086 12.247 5.416 0 0.004 0.006
Si 6.793 14.968 5.407 -0.005 0.006 0.006
Si 9.481 1.345 5.471 0.002 -0.013 0.021
Si 6.776 4.07 5.433 -0.012 0 0.009
Si 9.52 6.788 5.463 -0.001 0.004 0.01
Si 6.799 9.534 5.445 0.002 -0.006 0.007
Si 9.523 12.238 5.45 0.003 -0.001 0.017
Si 12.224 14.958 5.447 0.009 0 0.008
Si 14.957 1.356 5.453 0.004 0.007 0.012
Si 12.24 4.083 5.449 -0.01 -0.01 0.003
Si 14.984 6.785 5.467 -0.001 -0.014 0.006
Si 12.259 9.522 5.47 -0.009 -0.001 0.008
Si 14.966 12.232 5.456 0.012 -0.001 0.011
Si 2.717 16.326 6.789 0.002 -0.002 0.001
Si 5.427 2.716 6.803 0.003 -0.008 0.002
Si 2.722 5.448 6.805 0.001 -0.001 -0.001
Si 5.441 8.167 6.8 -0.001 0.006 0.001
Si 2.73 10.878 6.778 0.007 0.003 -0.001
Si 5.442 13.606 6.781 0.005 -0.007 0.002
Si 8.128 16.308 6.816 -0.005 0.012 0.005
Si 10.875 2.712 6.798 -0.006 -0.007 -0.003
Si 8.143 5.429 6.799 -0.004 0.004 0
Si 10.881 8.159 6.813 0.005 0.008 0
Si 8.162 10.883 6.809 -0.002 -0.006 0.003
Si 10.876 13.599 6.813 -0.006 0.003 -0.003
Si 13.589 16.319 6.803 -0.003 0.005 0.006
Si 16.323 2.72 6.802 0.006 -0.001 -0.002
Si 13.603 5.433 6.814 0.014 0.003 -0.004
Si 16.338 8.166 6.803 -0.002 0.001 0.001
Si 13.616 10.878 6.826 0.003 -0.008 0.002
Si 16.323 13.614 6.792 -0.006 0.006 0
Si 1.362 17.681 8.16 0.001 0.007 -0.006
Si 4.077 4.083 8.164 0.004 0.012 -0.006
Si 1.364 6.802 8.168 0.003 -0.003 -0.005
Si 4.081 9.525 8.157 0.007 -0.006 -0.006
Si 1.368 12.242 8.141 -0.006 -0.009 -0.006
Si 4.077 14.96 8.146 -0.003 0.002 -0.004
Si 6.78 17.676 8.17 -0.014 -0.019 0.002
Si 9.511 4.072 8.156 -0.002 -0.001 -0.008
Si 6.798 6.801 8.16 -0.008 0.007 0
Si 9.518 9.518 8.169 -0.003 0.001 -0.001
Si 6.799 12.25 8.156 0.007 0.004 -0.007
Si 9.512 14.961 8.166 0.004 0.004 -0.007
Si 12.235 17.68 8.163 0.007 0.001 0.005
Si 14.96 4.071 8.168 -0.004 -0.006 0.002
Si 12.244 6.799 8.167 -0.001 0.001 -0.004
Si 14.976 9.516 8.172 0.001 0.007 0.004
Si 12.24 12.238 8.17 -0.001 -0.002 -0.007
Si 14.956 14.961 8.158 0 -0.002 -0.005
Si 16.316 16.322 9.518 -0.003 0.003 -0.001
Si 2.715 2.722 9.523 0.001 -0.005 -0.004
Si 16.318 5.438 9.522 -0.002 0.006 -0.004
Si 2.726 8.163 9.521 -0.002 0.003 -0.004
Si 16.333 10.888 9.516 0.001 0.003 -0.002
Si 2.722 13.599 9.509 0.009 -0.004 -0.003
Si 5.426 16.315 9.524 -0.003 0.003 0.005
Si 8.155 2.715 9.519 -0.002 -0.007 -0.004
Si 5.441 5.44 9.522 0 0.003 -0.004
Si 8.157 8.157 9.525 0.004 -0.003 -0.004
Si 5.443 10.884 9.516 -0.009 0.001 -0.001
Si 8.157 13.601 9.525 0 -0.002 -0.002
Si 10.874 16.322 9.522 -0.004 0 0.001
Si 13.595 2.716 9.524 0.005 0.002 -0.002
Si 10.873 5.434 9.516 0.002 0.001 -0.006
Si 13.605 8.157 9.524 0.006 0.001 0.002
Si 10.88 10.878 9.527 -0.004 0 -0.003
Si 13.598 13.605 9.522 -0.002 -0.001 -0.001
Si 1.36 14.96 10.871 -0.004 -0.006 0
Si 4.072 17.68 10.882 -0.002 -0.005 0.001
Si 1.351 4.074 10.885 0.003 0.004 0
Si 4.082 6.799 10.881 -0.001 0.001 0
Si 1.366 9.523 10.877 0.002 -0.001 0.001
Si 4.082 12.242 10.874 0.006 -0.001 -0.001
Si 6.797 14.963 10.881 0 -0.002 0
Si 9.517 17.682 10.882 0.003 0 0
Si 6.8 4.076 10.879 0 0.007 -0.001
Si 9.516 6.793 10.88 -0.006 0.013 0
Si 6.802 9.524 10.882 -0.003 0.002 0
Si 9.521 12.245 10.883 -0.001 0 0
Si 12.236 14.965 10.882 0.001 0.002 0.001
Si 14.953 17.677 10.884 -0.007 0.003 0.003
Si 12.231 4.076 10.879 0.001 -0.004 0.001
Si 14.958 6.794 10.883 0 -0.004 0.001
Si 12.241 9.514 10.881 0.003 0 0.001
Si 14.965 12.246 10.872 0.005 -0.007 -0.003
Si 2.713 16.32 12.238 0.002 0.004 0.005
Si 5.44 19.036 12.238 0 -0.001 -0.001
Si 2.721 5.432 12.234 -0.002 0.008 -0.002
Si 5.444 8.157 12.24 0 0 0.003
Si 2.723 10.884 12.236 0.003 -0.002 0.001
Si 5.442 13.598 12.237 -0.006 -0.005 0.003
Si 8.158 16.325 12.239 -0.002 0 0.004
Si 10.877 19.036 12.247 0 0.004 0.005
Si 8.163 5.428 12.243 0.002 -0.004 0
Si 10.877 8.153 12.238 -0.005 -0.01 0.004
Si 8.165 10.887 12.242 0.009 0.004 0.001
Si 10.877 13.61 12.246 0.001 -0.004 0.005
Si 13.587 16.327 12.248 0.006 -0.001 0.002
Si 16.306 19.037 12.248 -0.003 -0.004 0.006
Si 13.591 5.435 12.238 -0.001 0.006 0
Si 16.324 8.157 12.232 -0.002 0.007 0.001
Si 13.606 10.882 12.225 0.002 0.004 0.001
Si 16.315 13.61 12.236 -0.005 -0.003 0.005
Si 1.348 17.672 13.603 -0.002 -0.005 0.01
Si 4.077 4.07 13.597 -0.001 0.002 -0.001
Si 1.357 6.787 13.588 0.009 -0.011 -0.004
Si 4.085 9.523 13.592 -0.002 0.002 0.006
Si 1.354 12.245 13.587 -0.005 0.005 0.003
Si 4.084 14.962 13.589 0.008 -0.008 -0.001
Si 6.802 17.684 13.601 0.001 0.003 0.003
Si 9.522 4.072 13.612 0.006 -0.003 0.009
Si 6.801 6.787 13.597 0.002 0.005 0.006
Si 9.527 9.524 13.596 -0.004 0.008 0.004
Si 6.814 12.254 13.604 -0.005 -0.001 0.002
Si 9.521 14.981 13.608 -0.007 0.002 0.006
Si 12.226 17.679 13.622 0 0.001 0.002
Si 14.932 4.07 13.606 -0.004 0.012 0.006
Si 12.228 6.787 13.601 -0.002 0.007 0.005
Si 14.96 9.519 13.584 0.005 -0.004 -0.001
Si 12.252 12.245 13.584 0.01 -0.014 0
Si 14.954 14.973 13.601 -0.007 0.002 0.002
Si 16.299 16.331 14.978 -0.001 0.003 0.002
Si 2.715 19.027 14.954 0 -0.004 -0.003
Si 16.304 5.43 14.943 0 0.007 -0.006
Si 2.724 8.147 14.935 -0.001 -0.001 -0.007
Si 16.312 10.884 14.943 -0.005 -0.008 0
Si 2.71 13.613 14.938 0.001 0 -0.002
Si 5.448 16.316 14.952 -0.005 -0.001 0.002
Si 8.165 19.031 14.974 -0.002 0.003 0.001
Si 5.443 5.419 14.958 0.004 -0.001 -0.003
Si 8.171 8.148 14.943 0.004 -0.001 -0.005
Si 5.457 10.882 14.946 -0.004 0.003 0.001
Si 8.165 13.632 14.971 0.009 0.002 0.003
Si 10.862 16.334 15 -0.001 -0.001 -0.001
Si 13.573 19.04 14.992 0 0 0.007
Si 10.888 5.419 14.982 -0.005 0.003 0.006
Si 13.591 8.162 14.934 0.002 -0.003 -0.004
Si 10.903 10.887 14.945 0.006 0.01 -0.004
Si 13.592 13.613 14.953 -0.002 -0.002 -0.002
O 12.865 9.837 23.126 0.196 -0.031 0.179
O 10.942 8.267 22.16 -0.179 0.138 0.523
O 13.652 9.04 30.883 -0.202 -0.334 0.115
O 15.271 8.541 32.893 0.155 -0.449 0.025
O 0.246 18.91 33.358 0.074 0.026 -0.337
O 9.505 11.474 25.481 -0.153 -0.61 -0.392
O 2.833 11.348 24.996 0.326 0.148 -0.025
O 2.96 15.752 25.311 0.202 -0.053 -0.098
O 7.492 12.017 32.37 0.437 -0.217 0.11
O 9.015 21.323 24.975 0.05 -0.132 -0.266
O 13.752 10.736 33.399 0.143 -0.187 -0.412
O 8.131 10.848 22.107 -0.144 -0.102 0.287
O 1.918 15.171 22.986 0.143 -0.131 0.238
O 1.376 23.406 32.256 0.029 0.457 -0.183
O 10.681 13.791 25.177 -0.133 0.358 0.516
O 4.501 20.265 32.27 0.16 -0.182 -0.081
O 0.426 6.98 27.513 -0.201 -0.234 -0.277
O 9.852 9.507 27.177 -0.009 0.003 0.018
O 14.357 6.781 23.048 -0.667 0.032 -0.081
O 10.852 19.043 22.126 -0.133 0.131 0.082
O 10.815 13.231 30.242 -0.244 -0.333 0.099
O 1.454 10.668 29.656 -0.269 -0.132 0.169
O 5.264 19.015 22.292 -0.001 -0.127 0.162
O 4.497 7.337 22.666 -0.126 -0.054 0.187
O 5.41 13.507 22.119 -0.16 0.168 0.225
O 13.61 16.335 22.111 0.125 0.065 0.077
O 2.05 13.473 26.323 -0.452 0.054 -0.21
O 9.377 9.747 32.506 -0.555 0.153 0.013
O 14.708 20.518 32.526 -0.343 0.331 0.111
O 8.466 16.133 33.396 -0.174 0.151 -0.434
O 14.796 18.148 28.058 -0.049 0.5 -0.075
O 7.178 7.433 29.703 -0.238 0.388 -0.617
O 9.297 20.484 32.338 -0.677 0.132 -0.154
O 12.173 12.642 32.43 -0.008 -0.203 -0.242
O 15.239 17.997 23.149 0.069 0.398 0.071
O 5.555 8.201 33.6 -0.094 0.078 -0.193
O 12.7 20.488 23.158 0.601 0.044 0.139
O 1.767 15.65 27.72 -0.435 -0.237 0.2
O 8.047 18.919 25.263 -0.382 -0.105 0.072
O 8.119 17.944 28.206 0.251 -0.222 -0.291
O 4.919 7.974 30.863 -0.199 -0.197 -0.053
O 2.771 17.982 28.275 -0.007 0.069 -0.519
O 3.472 17.274 23.175 -0.126 0.127 0.512
O 1.859 20.799 25.639 -0.245 -0.054 0.2
O 10.608 11.91 27.91 0.552 -0.166 0.071
O 15.403 19.197 30.351 0.047 -0.134 0.127
O 6.468 9.076 22.956 0.294 -0.092 0.276
O 6.823 17.906 32.592 -0.041 0.413 -0.135
O 4.277 9.273 24.353 0.133 -0.042 0.644
O 9.506 7.575 25.445 -0.394 0.392 -0.071
O 8.945 17.577 23.129 -0.142 -0.084 -0.14
O 3.786 15.206 32.401 -0.268 -0.151 -0.439
O 1.391 12.017 31.943 0.253 -0.087 -0.225
O 16.486 21.516 30.853 0.426 -0.516 0.054
O 11.283 6.079 24.231 0.145 0.304 -0.268
O 6.917 22.949 32.191 0.221 -0.434 -0.088
O 4.491 17.548 31.483 0.045 0.361 -0.196
O 14.701 11.735 22.975 0.135 -0.087 0.273
O 5.632 13.568 33.282 -0.047 0.082 -0.186
O 11.09 8.055 33.364 -0.176 0.104 -0.188
O 14.341 16.775 30.304 0.03 -0.257 -0.41
O 12.163 23.194 29.624 -0.449 0.142 -0.065
O 1.254 20.013 23.136 -0.105 -0.578 0.082
O 8.044 11.398 27.653 -0.289 -0.64 0.038
O 16.356 8.218 22.167 0.04 -0.245 0.515
O 3.96 11.399 22.749 -0.001 -0.042 0.41
O 9.051 6.672 22.997 -0.512 0.064 0.187
O 12.768 22.761 32.24 0.247 -0.039 -0.268
O 2.747 5.51 22.059 0.123 0.145 0.425
O 6.502 15.974 27.68 0.501 -0.093 -0.184
O 8.749 10.854 30.344 0.225 -0.001 -0.234
O 10.628 18.764 27.659 0.076 -0.01 0.378
O 13.876 13.797 28.65 0.006 0.386 0.424
O 6.608 21.116 25.881 -0.248 0.066 0.617
O 13.916 21.407 30.257 0.167 0.144 -0.411
O 11.56 7.458 27.109 0.146 -0.292 -0.392
O 16.185 21.837 24.337 0.329 0.178 -0.018
O 12.849 18.191 26.261 0.067 0.071 -0.334
O 16.35 13.572 22.157 0.091 -0.152 0.619
O 9.789 12.586 23.068 0.53 0.118 0.129
O 2.873 21.741 33.484 0.049 0.047 -0.241
O 8.232 16.265 25.203 -0.056 -0.155 0.593
O 11.105 18.89 33.348 -0.037 -0.033 -0.331
O 3.87 20.08 27.105 0.46 -0.141 -0.27
O 9.113 7.123 27.988 -0.454 -0.368 -0.115
O 9.417 19.557 29.843 0.159 -0.48 0.315
O 12.535 14.981 31.182 -0.083 -0.047 -0.296
O 11.406 14.429 27.995 -0.421 0.482 -0.069
O 11.316 10.259 30.756 0.024 0.192 0.468
O 15.663 9.336 27.278 0.171 0.085 0.401
O 6.296 21.167 23.3 0.236 0.185 0.073
O 15.829 10.366 31.255 -0.352 0.213 0.389
O 12.888 17.267 32.428 -0.102 0.274 -0.326
O 15.905 12.528 29.866 0.022 0.368 -0.123
O 6.031 7.144 24.695 0.209 0.222 0.499
O 15.114 7.559 25.49 -0.102 0.25 -0.347
O 1.914 23.042 29.661 0.496 -0.174 0.211
O 14.449 10.49 25.228 -0.194 -0.412 0.011
O 5.939 14.959 25.361 -0.564 0.058 -0.209
O 4.177 14.722 27.333 -0.121 -0.309 0.36
O 10.284 14.454 32.501 -0.079 0.033 -0.369
O 2.046 17.196 32.447 -0.062 0.065 -0.091
O 3.99 9.905 32.346 -0.343 0.293 -0.101
O 0.519 11.352 26.09 -0.147 -0.028 -0.358
O 13.456 11.481 29.835 -0.384 0.21 0.472
O 13.138 14.026 26.006 0.557 0.109 -0.247
O 15.081 16.996 25.66 0.203 -0.345 -0.202
O 6.884 12.505 29.806 -0.45 0.267 0.12
O 13.431 16.052 27.557 -0.234 -0.074 0.567
O 10.435 17.776 25.267 0.204 -0.33 0.019
O 16.392 13.625 33.358 0.064 0.026 -0.187
O 13.654 21.73 25.201 0.096 0.077 0.684
O 2.949 22.58 27.236 0.481 0.224 0.122
O 16.089 19.344 25.194 -0.184 0.193 0.617
O 12.407 14.518 23.393 -0.138 0.055 0.113
O 5.43 21.857 30.311 -0.023 0.126 -0.609
O 9.091 22.105 30.277 -0.079 0.17 0.021
O 12.55 9.3 28.602 0.159 0.372 -0.628
O 0.486 17.188 29.425 0.158 -0.265 0.245
O 3.98 10.124 29.655 0.325 0.302 -0.119
O 15.953 7.785 30.461 -0.056 0.092 -0.626
O 7.117 15.293 23.026 -0.04 0.252 -0.013
O 6.24 10.217 30.978 0.05 -0.275 -0.135
O 5.42 18.29 28.176 0.194 0.257 -0.448
O 1.081 17.233 24.374 -0.078 -0.094 0.08
O 6.235 19.385 30.618 0.376 0.232 -0.317
O 8.582 20.37 27.42 -0.208 0.545 0.143
O 8.862 13.743 28.509 -0.187 0.513 -0.021
O 1.962 9.749 23.066 -0.151 0.01 0.337
O 2.384 8.725 28.054 -0.03 0.136 -0.206
O 8.103 13.631 24.823 -0.207 -0.265 0.165
O 6.417 13.406 27.428 -0.077 -0.307 -0.281
O 2.737 16.108 30.153 -0.018 -0.413 -0.162
O 2.798 11.271 27.564 0.291 0.252 0.259
O 3.855 19.867 29.705 -0.649 0.012 0.026
O 14.745 11.707 27.561 -0.057 0.042 -0.064
O 11.397 20.998 30.853 0.182 -0.593 0.192
O 11.502 20.204 25.579 -0.125 0.309 0.066
O 12.517 12.085 24.382 -0.247 -0.143 -0.018
O 14.751 15.422 32.505 0.096 0.038 -0.329
O 14.116 7.269 27.892 -0.056 -0.386 0.422
O 6.637 16.887 30.098 0.128 -0.462 0.243
O 4.222 21.649 25.047 -0.267 -0.217 -0.346
O 9.605 8.351 30.253 0.319 -0.209 0.221

Results
total energy: -101658.092 eV
total energy less fixed offsets of O -438.35, Si -107.03 eV per atom: -4.892 eV
